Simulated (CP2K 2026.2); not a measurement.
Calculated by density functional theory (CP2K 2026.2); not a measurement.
Periodic cell of 504 atoms, Si360O144, from a study of silicon, its oxide and their interface. The atomic structure is a simulated model.
Doubt: the forces sum to 2.80 eV/angstrom along one axis rather than to zero, so they err by at least 0.0056 eV/angstrom per atom on average; the grid cutoff is modest.

Settings: functional PBE; method Gaussian and plane waves; basis set DZVP-MOLOPT-SR-GTH; pseudopotentials GTH-PBE; grid cutoff 300 Ry, relative cutoff 40 Ry; k points Gamma only; occupations fixed; spin none; net charge 0.

Cell vectors (angstrom)
a 16.32 0 0
b 0 16.32 0
c -4.6193 -6.4925 33.4653

Atoms and the computed forces on them: element, x, y, z (angstrom), force x, y, z (eV/angstrom)
Si 1.591 -1.754 -0.056 -0.141 0.324 0.781
Si 3.667 1.716 0.05 0.248 -0.31 0.807
Si 1.405 3.93 0.23 -0.131 0.238 0.789
Si 4.369 6.384 0.062 -0.091 0.246 0.789
Si 1.228 -6.643 0.127 0.141 -0.158 0.802
Si 4.041 -3.773 -0.074 0.115 -0.327 0.72
Si 7.031 -1.556 -0.044 -0.071 0.227 0.713
Si 9.868 1.227 0.179 -0.236 -0.021 0.729
Si 6.661 4.183 0.032 0.209 -0.17 0.789
Si 10.139 6.291 -0.136 -0.212 0.139 0.752
Si 6.845 9.494 -0.156 -0.191 0.156 0.745
Si -7.086 -3.789 0.041 0.069 -0.094 0.769
Si -4.377 -1.069 0.12 0.142 -0.05 0.76
Si -1.876 1.869 0.225 -0.05 0.013 0.711
Si -4.037 4.08 0.427 0.012 0.001 0.504
Si -1.755 6.956 0.195 0.295 0.075 0.692
Si -3.778 -7.01 0.02 -0.196 0.038 0.708
Si -0.988 -4.408 0.097 -0.228 0.142 0.866
Si 2.62 -0.019 1.24 -0.024 -0.025 -0.045
Si 5.4 2.691 1.336 -0.027 -0.003 -0.05
Si 2.727 5.426 1.437 -0.007 0 -0.052
Si 5.462 8.141 1.217 0.036 -0.05 -0.069
Si 2.864 -5.42 1.263 0.006 0.055 -0.026
Si 5.481 -2.643 1.362 -0.005 0.032 -0.036
Si 8.175 0.024 1.298 0.035 -0.017 -0.072
Si -5.397 2.671 1.649 -0.018 -0.002 -0.043
Si 8.333 5.37 1.199 -0.026 0.04 -0.058
Si -5.381 8.082 1.259 -0.037 0.024 -0.049
Si 8.064 -5.392 1.291 0.012 -0.024 -0.054
Si -5.504 -2.679 1.38 0.001 -0.011 -0.043
Si -2.81 0.088 1.443 -0.011 -0.064 -0.084
Si -0.163 2.805 1.522 0.04 -0.037 -0.031
Si -2.772 5.526 1.71 0.001 0.019 -0.038
Si -0.002 8.09 1.347 -0.041 0.002 -0.064
Si -2.664 -5.458 1.36 0 -0.015 -0.053
Si 0.057 -2.769 1.384 -0.006 0.027 -0.077
Si 1.261 1.31 2.692 0.043 0.034 0.03
Si 4.088 4.047 2.759 -0.004 -0.022 0.063
Si 1.373 6.806 2.751 -0.035 0 0.003
Si 4.132 9.491 2.644 0.017 -0.014 -0.002
Si 1.464 -4.107 2.711 -0.011 -0.028 0.044
Si 4.062 -1.285 2.664 -0.028 0.013 0.011
Si 6.777 1.336 2.674 0.017 0.015 -0.017
Si 9.478 4.071 2.796 -0.029 0.019 0.031
Si 6.917 6.795 2.552 -0.014 -0.033 0.067
Si 9.508 -6.818 2.559 0.008 0.004 0.012
Si 6.758 -4.073 2.727 0.005 0.002 0.018
Si -6.842 -1.331 2.758 0.009 0.034 0.033
Si -4.062 1.329 2.967 0.026 -0.003 0.063
Si -1.358 4.167 2.953 -0.004 0.004 0.063
Si -4.175 6.887 2.905 -0.024 0.041 0.04
Si -1.331 -6.828 2.746 0.004 -0.01 0.047
Si -4.078 -4.072 2.652 -0.009 -0.023 -0.003
Si -1.357 -1.345 2.663 -0.003 0.01 -0.01
Si -0.028 -0.032 4.102 0 0.013 -0.002
Si 2.683 2.674 4.058 -0.01 -0.021 -0.029
Si 0.057 5.496 4.204 -0.002 0.008 -0.003
Si 2.747 8.188 4.052 0.009 0.009 -0.005
Si 0.053 -5.449 4.067 0.013 -0.022 -0.037
Si 2.761 -2.698 4.058 0.001 0.006 -0.018
Si 5.429 0.011 4.066 -0.028 -0.018 0.011
Si 8.101 2.7 4.092 0.022 -0.014 -0.013
Si 5.509 5.459 4 0.005 0.041 -0.044
Si 8.182 -8.155 4.001 -0.009 -0.014 -0.027
Si 5.432 -5.464 4.062 -0.006 0.021 -0.01
Si 8.133 -2.724 4.085 -0.002 0.02 -0.018
Si -5.486 -0.036 4.192 -0.036 0.014 -0.012
Si -2.707 2.743 4.242 -0.007 -0.02 -0.012
Si -5.505 5.444 4.173 -0.004 0.016 -0.005
Si -2.717 8.211 4.163 0.045 -0.028 -0.015
Si -5.451 -5.458 3.983 -0.016 -0.027 -0.019
Si -2.721 -2.718 4.029 0.001 0.02 -0.006
Si 1.357 -1.425 16.272 -0.003 0.004 0.005
Si 4.103 1.37 16.328 0.011 0.002 0.01
Si 1.406 4.089 16.262 0.001 0.01 -0.002
Si 4.134 6.822 16.325 -0.001 0.01 0.009
Si 1.366 -6.796 16.332 -0.012 0.012 0.018
Si 4.075 -4.122 16.351 -0.017 -0.004 0.008
Si 6.812 -1.355 16.354 0.011 0.004 0.021
Si -6.799 1.379 16.334 0.02 -0.007 0.006
Si 6.841 4.109 16.366 0.007 0.012 0.017
Si -6.835 6.791 16.353 -0.012 -0.011 0.002
Si 6.774 -6.809 16.382 -0.012 -0.011 0.009
Si -6.822 -4.085 16.32 0.001 -0.011 -0.006
Si -4.082 -1.324 16.307 0.001 0.016 0.009
Si -1.419 1.332 16.227 0.003 -0.011 -0.013
Si -4.101 4.107 16.293 0.001 -0.011 0.013
Si -1.359 6.837 16.271 -0.017 0.002 -0.02
Si -4.127 9.491 16.286 0.015 -0.007 -0.008
Si -1.365 -4.068 16.256 -0.004 0.021 -0.017
Si 2.721 -0.058 17.591 -0.032 0.01 0.023
Si 5.468 2.753 17.699 0.003 -0.022 -0.008
Si 2.799 5.429 17.635 -0.012 -0.037 -0.016
Si 5.422 8.167 17.79 0.017 0.011 0.046
Si 2.696 -5.454 17.748 0.023 -0.01 0.014
Si 5.479 -2.784 17.68 0.01 -0.001 0.001
Si 8.165 0.038 17.717 0 -0.011 0.019
Si -5.428 2.744 17.683 -0.011 0.035 -0.009
Si 8.2 5.432 17.801 0.001 -0.015 0.034
Si -5.518 8.186 17.697 0.026 0.031 0.015
Si 8.172 -5.461 17.717 0.017 0.017 -0.02
Si -5.473 -2.676 17.624 -0.027 0 0.007
Si -2.73 0.029 17.7 -0.016 0.029 0.014
Si -0.036 2.708 17.479 0.022 -0.008 -0.017
Si -2.773 5.536 17.603 0.017 -0.01 0.019
Si 0.008 -8.172 17.67 -0.016 0.015 0.042
Si -2.725 -5.459 17.548 0.005 -0.016 -0.019
Si -0.017 -2.754 17.664 0.009 -0.043 0.007
Si 1.247 1.296 18.812 -0.029 -0.02 -0.062
Si 4.116 4.098 19.074 -0.002 0.022 0.015
Si 1.455 6.78 18.965 0.005 0.024 -0.022
Si 4.03 -6.791 19.18 0.003 -0.003 -0.029
Si 1.248 -4.151 19.095 -0.038 -0.02 -0.015
Si 4.072 -1.436 18.956 -0.019 -0.01 -0.005
Si 6.83 1.436 19.087 0.039 -0.002 0.004
Si -6.692 4.063 19.166 -0.006 0.008 -0.015
Si 6.826 6.812 19.156 -0.022 0.004 -0.005
Si -6.848 9.513 19.153 -0.008 -0.036 0.006
Si 6.869 -4.099 19.092 -0.033 0.05 -0.009
Si 9.55 -1.315 19.059 0.015 0.005 -0.04
Si -4.067 1.444 19.072 0.017 -0.01 -0.008
Si -1.332 4.142 18.777 -0.007 0.011 -0.063
Si -4.157 6.851 19.033 0.007 -0.02 -0.018
Si -1.419 -6.79 18.958 0 0.016 -0.023
Si -4.1 -4.108 18.848 -0.014 0.002 -0.037
Si -1.344 -1.364 19.01 0.022 0.02 -0.014
Si -0.026 0.047 20.361 -0.013 0.017 0.073
Si 2.589 2.638 20.109 -0.001 0.032 0.003
Si 0.054 5.383 20.166 0.019 -0.021 0.051
Si 2.637 8.09 20.525 0.066 0.051 0.029
Si -0.113 -5.583 20.483 0.081 0.029 0.072
Si 2.635 -2.724 20.329 -0.013 0.014 0.057
Si 5.413 -0.026 20.271 -0.018 0.01 -0.002
Si 8.258 2.723 20.56 0.013 -0.033 0.039
Si 5.476 5.433 20.537 0.021 -0.005 0.015
Si 8.172 8.148 20.63 0.004 -0.029 0.059
Si 5.529 -5.437 20.48 -0.023 -0.048 0.056
Si 8.205 -2.699 20.451 0.028 -0.026 0.05
Si -5.39 0.057 20.447 -0.005 0.009 0.043
Si -2.648 2.937 20.232 -0.013 -0.028 0.051
Si -5.339 5.478 20.545 -0.036 -0.053 0.055
Si -2.84 -8.049 20.332 0.008 0.068 0.04
Si -5.419 -5.355 20.322 0.022 -0.019 0.057
Si -2.725 -2.826 20.194 0.039 -0.019 0.045
Si 1.591 -1.061 21.662 -0.149 -0.132 -0.742
Si 3.746 1.127 21.405 0.025 -0.126 -0.588
Si 1.119 3.764 21.512 -0.009 0.127 -0.678
Si 4.26 6.986 21.854 -0.128 -0.209 -0.757
Si 0.807 -7.383 21.808 0.166 0.22 -0.764
Si 3.934 -4.173 21.615 0.146 0.13 -0.69
Si 6.973 -1.097 21.631 -0.077 -0.22 -0.763
Si -6.999 1.038 21.901 0.288 0.311 -0.705
Si 7.15 4.351 21.852 -0.153 -0.086 -0.803
Si -6.905 6.568 21.943 0.087 0.213 -0.787
Si 6.507 -7.074 21.933 0.179 0.157 -0.776
Si 9.93 -3.731 21.698 -0.277 -0.071 -0.791
Si -4.136 -1.595 21.522 0.022 0.229 -0.769
Si -1.187 1.745 21.539 0.047 -0.197 -0.736
Si -3.475 4.573 21.731 -0.269 -0.089 -0.783
Si -1.354 6.806 21.321 0.011 0.045 -0.573
Si -3.968 -6.474 21.758 -0.016 -0.228 -0.727
Si -1.721 -4.337 21.673 0.252 -0.021 -0.728
Si -7.822 -1.193 25.684 -0.006 -0.001 0.128
Si 3.946 -2.687 -5.97 0.054 0.013 0.032
Si 3.319 -5.008 -4.312 0.053 0.122 -0.029
Si -2.857 0.176 23.655 -0.07 0.046 -0.2
Si -4.742 -1.245 -5.14 0.027 -0.14 -0.066
Si 5.167 2.878 23.659 0.051 0.099 -0.093
Si -5.372 -8.046 24.149 -0.056 -0.057 -0.169
Si -5.585 -5.595 -2.116 0.019 -0.044 0.093
Si -6.88 -3.974 24.701 0.145 0.098 -0.027
Si 5.535 -2.791 23.74 -0.139 0.056 0.002
Si -1.14 0.626 -2.528 -0.038 -0.017 0.077
Si -1.978 -0.83 -6.571 0.043 -0.025 -0.039
Si 7.054 6.728 -3.91 -0.05 -0.046 -0.047
Si -1.061 0.139 26.128 -0.044 0.084 -0.02
Si -3.104 6.98 25.919 -0.031 0.023 0
Si -1.327 -6.293 -7.148 -0.054 0.043 -0.055
Si 2.182 -5.535 23.509 -0.08 -0.109 0.007
Si 7.331 1.035 -6.968 -0.08 0.061 -0.026
Si -7.303 4.404 -4.305 0.007 0.126 0.059
Si -0.41 5.213 -1.973 -0.123 -0.056 0.137
Si -1.613 -4.192 -2.903 -0.07 -0.039 0.127
Si -5.735 0.841 24.805 -0.186 -0.084 -0.287
Si 5.711 -4.983 -2.485 0.04 0.098 0.169
Si 7.473 -4.325 -4.85 -0.112 -0.022 0.141
Si -3.494 4.336 24.752 -0.003 -0.061 -0.152
Si 6.294 0.877 25.798 0.034 -0.025 0.014
Si 6.501 -0.096 -2.739 -0.092 -0.058 0.179
Si -1.898 3.184 -3.967 0.111 0.052 0.065
Si 2.294 2.582 -5.193 -0.012 -0.016 -0.037
Si 6.293 5.832 -6.696 0.096 -0.082 0.066
Si 4.994 3.188 -6.76 0.08 -0.023 -0.012
Si 4.333 -1.378 26.253 0.017 0.073 -0.153
Si -4.555 3.906 -5.201 -0.119 -0.045 -0.135
Si -3.147 -1.734 -2.672 -0.014 -0.017 0.107
Si 2.213 -7.022 -2.781 0.057 -0.018 0.176
Si -8.107 2.49 -2.077 -0.018 0.131 0.143
Si 6.984 -5.397 24.51 -0.07 -0.019 -0.082
Si -5.693 -4.31 -4.895 0.013 0.123 0.118
Si -7.451 -8.116 -2.051 0.089 -0.059 0.131
Si 0.257 -3.028 23.616 -0.034 -0.018 -0.087
Si 0.181 7.411 -3.979 -0.101 -0.084 -0.035
Si 5.758 -5.017 -7.107 0.063 -0.136 -0.003
Si -6.087 1.228 -6.265 0.146 0.106 0.07
Si -0.002 -2.694 -4.994 -0.072 0.114 0.01
Si 3.718 0.833 -2.944 -0.085 0.144 0.042
Si -1.831 -6.787 -4.366 0.071 0.004 0.03
Si -0.528 1.979 -6.372 0.063 0.004 -0.037
Si 3.303 -6.709 -6.968 0.132 0.154 -0.056
Si 2.123 5.544 -4.99 -0.047 0.078 0.026
Si 2.972 4.992 23.843 0.019 -0.04 -0.164
Si 1.272 -0.808 -2.913 -0.013 -0.078 0.143
Si 6.575 -1.468 -5.325 -0.094 0.023 0.075
Si -4.061 -6.473 -6.25 0.044 0.012 -0.041
Si 4.037 6.998 -2.907 0.099 -0.016 -0.024
Si 1.369 -1.378 5.432 0.004 0.013 0.001
Si 4.064 1.355 5.434 -0.012 0.007 -0.005
Si 1.395 4.061 5.475 0.009 -0.025 0.003
Si 4.126 6.805 5.381 -0.006 -0.014 -0.011
Si 1.388 9.522 5.443 -0.001 -0.002 0.018
Si 4.091 -4.081 5.423 -0.015 -0.009 0
Si 6.775 -1.363 5.435 -0.001 0.001 0.002
Si 9.474 1.366 5.479 -0.007 0.001 0.008
Si 6.779 4.091 5.439 -0.008 0.007 -0.002
Si 9.474 6.834 5.47 -0.01 -0.022 -0.004
Si 6.819 -6.812 5.394 0.014 -0.008 -0.006
Si 9.523 -4.103 5.393 0.016 -0.007 -0.018
Si -4.077 -1.404 5.464 0.028 0.002 -0.009
Si -1.339 1.34 5.51 0.015 0.014 -0.002
Si -4.112 4.103 5.523 0.002 0.011 0.014
Si -1.357 6.837 5.506 0.006 0.006 0.008
Si -4.102 -6.745 5.45 -0.02 -0.008 -0.012
Si -1.345 -4.076 5.398 -0.005 0.015 -0.03
Si 2.721 -0.012 6.799 0.007 -0.002 0.001
Si 5.418 2.727 6.794 -0.024 0.012 -0.005
Si 2.77 5.446 6.782 0.004 -0.027 -0.009
Si 5.455 -8.158 6.77 0 0.003 0.003
Si 2.732 -5.43 6.795 -0.015 0.02 0.007
Si 5.439 -2.73 6.798 0.008 -0.001 0.01
Si 8.126 -0.009 6.816 -0.009 0.006 0.003
Si 10.848 2.718 6.839 -0.006 0.018 0
Si 8.134 5.446 6.813 -0.004 0.021 0.002
Si 10.871 -8.135 6.803 0.011 -0.002 -0.003
Si 8.166 -5.45 6.769 0.005 -0.002 0.003
Si 10.872 -2.761 6.798 0.017 -0.004 -0.007
Si -2.727 -0.024 6.825 -0.012 0.006 -0.004
Si 0.025 2.715 6.841 0.011 -0.011 -0.001
Si -2.72 5.46 6.846 0.007 -0.006 -0.007
Si 0.024 8.184 6.828 -0.015 -0.004 0.007
Si -2.716 -5.405 6.793 -0.013 -0.002 -0.006
Si 0.001 -2.729 6.788 0.007 -0.003 0.003
Si 1.38 1.348 8.183 0 0.022 0.007
Si 4.087 4.084 8.173 0.007 0.01 0.009
Si 1.387 6.793 8.149 -0.007 0.01 -0.008
Si 4.095 -6.8 8.139 0 0.007 0.001
Si 1.361 -4.082 8.154 -0.006 -0.013 -0.001
Si 4.08 -1.37 8.159 -0.017 -0.008 0.003
Si 6.774 1.363 8.162 0.009 -0.004 -0.002
Si 9.499 4.094 8.177 0.011 -0.006 0.005
Si 6.784 6.806 8.165 -0.016 -0.023 0.015
Si 9.511 -6.79 8.163 0.006 0.005 0.002
Si 6.81 -4.089 8.142 -0.004 0.007 0
Si 9.511 -1.378 8.147 -0.004 0.008 -0.007
Si -4.092 1.349 8.17 0.004 -0.003 -0.008
Si -1.353 4.081 8.179 -0.015 -0.007 -0.007
Si -4.09 6.828 8.174 0.003 -0.005 -0.002
Si -1.362 -6.778 8.158 0.019 -0.003 0.001
Si -4.081 -4.082 8.175 0.003 0.015 0.011
Si -1.352 -1.374 8.167 -0.012 0.003 -0.003
Si 0.006 -0.009 9.526 0.004 0.003 0.001
Si 2.731 2.72 9.536 -0.006 -0.002 -0.001
Si 0.018 5.444 9.523 0.008 -0.013 0
Si 2.737 -8.16 9.506 -0.003 -0.015 0.002
Si 0.003 -5.436 9.519 -0.017 0.022 0.002
Si 2.72 -2.726 9.517 -0.004 0.006 0.003
Si 5.431 -0.005 9.527 -0.006 0.01 -0.003
Si 8.141 2.72 9.519 -0.014 0.007 -0.004
Si 5.441 5.442 9.531 -0.015 -0.001 0.007
Si 8.151 -8.155 9.518 0.006 0.003 0.002
Si 5.449 -5.443 9.506 0.009 -0.002 0.002
Si 8.156 -2.728 9.518 0.006 -0.015 -0.003
Si -5.456 -0.013 9.515 0.006 0.004 0.003
Si -2.724 2.715 9.52 0.004 0.007 -0.002
Si -5.448 5.455 9.522 0.005 0.006 -0.003
Si -2.72 -8.14 9.526 -0.007 0.001 -0.002
Si -5.447 -5.44 9.529 0.012 -0.01 0.008
Si -2.722 -2.719 9.526 0.001 0.007 0.008
Si 1.367 -1.369 10.883 0.001 -0.003 0
Si 4.085 1.356 10.897 -0.004 0.01 0.01
Si 1.37 4.081 10.892 0.003 -0.011 0.007
Si 4.082 -9.517 10.882 0.006 -0.003 0.001
Si 1.368 -6.806 10.864 -0.01 0.001 -0.011
Si 4.087 -4.086 10.869 -0.01 0.004 -0.007
Si 6.799 -1.365 10.882 0.001 0.003 0.002
Si 9.502 1.354 10.869 -0.002 0.009 -0.007
Si 6.799 4.081 10.886 0.002 0.004 0.003
Si 9.512 -9.51 10.879 0.002 -0.012 0.002
Si 6.796 -6.797 10.881 -0.014 0.004 0.001
Si 9.509 -4.083 10.889 0.011 0.016 0.006
Si -4.091 -1.361 10.878 0.008 0.001 0.001
Si -1.359 1.359 10.875 -0.008 -0.003 -0.003
Si -4.086 4.084 10.868 0.006 -0.005 -0.005
Si -1.354 6.808 10.872 0.001 0.004 -0.002
Si -4.089 -6.795 10.892 -0.003 0.007 0.012
Si -1.36 -4.081 10.875 0 -0.007 0
Si 2.726 -0.013 12.248 -0.007 0.004 0.002
Si 5.452 2.719 12.25 0.004 0.006 -0.002
Si 2.734 5.444 12.251 0 0.008 0.003
Si 5.441 -8.161 12.242 -0.006 -0.01 -0.003
Si 2.734 -5.456 12.223 0 0.007 -0.005
Si 5.439 -2.727 12.241 -0.004 -0.006 -0.006
Si 8.156 -0.001 12.247 -0.002 0.005 -0.001
Si 10.857 2.73 12.216 0.005 -0.011 -0.004
Si 8.158 5.447 12.238 0.001 0.002 -0.004
Si 10.862 -8.153 12.247 0.007 -0.006 -0.003
Si 8.145 -5.441 12.253 0 -0.012 -0.004
Si 10.869 -2.717 12.241 0.002 -0.002 0.002
Si -2.731 0.006 12.226 0.002 0.008 -0.001
Si 0.005 2.713 12.24 -0.011 0.011 0.001
Si -2.722 5.443 12.224 -0.013 -0.009 0
Si 0.007 8.166 12.233 0.007 0 0.006
Si -2.725 -5.428 12.237 0.021 0.021 0.002
Si 0.006 -2.733 12.231 -0.01 0.007 -0.004
Si 1.364 1.347 13.6 0.015 -0.002 0.01
Si 4.113 4.093 13.608 -0.006 -0.021 0.001
Si 1.372 6.814 13.598 -0.019 -0.008 0.004
Si 4.082 -6.808 13.603 0.005 0.005 -0.012
Si 1.376 -4.1 13.576 0.007 -0.013 -0.012
Si 4.092 -1.368 13.613 -0.008 -0.001 0.001
Si 6.808 1.362 13.618 0.002 0.008 0.006
Si 9.509 4.085 13.595 -0.007 0.016 -0.01
Si 6.808 -9.512 13.599 -0.004 0.001 -0.013
Si 9.492 -6.807 13.618 0.009 0.011 0.008
Si 6.782 -4.086 13.619 -0.01 0.019 -0.003
Si 9.514 -1.36 13.61 0.011 -0.006 0.005
Si -4.109 1.371 13.566 0.005 0.018 -0.013
Si -1.36 4.084 13.584 0.014 -0.011 0.008
Si -4.094 6.793 13.584 0.017 -0.005 -0.001
Si -1.36 9.532 13.584 -0.022 0.008 -0.002
Si -4.093 -4.075 13.597 -0.007 0.004 0.001
Si -1.368 -1.368 13.563 0 -0.001 -0.009
Si -0.009 -0.037 14.931 -0.026 0.002 0.012
Si 2.754 2.711 14.933 -0.007 0.012 -0.002
Si 0.007 5.449 14.938 -0.002 0.003 0.012
Si 2.733 8.162 14.976 0.009 -0.004 0.003
Si 0.018 -5.444 14.942 0.003 0.013 0.007
Si 2.74 -2.766 14.945 0.006 0.005 0
Si 5.454 -0.004 14.978 -0.002 -0.002 -0.005
Si 8.163 2.736 14.977 -0.007 -0.01 -0.003
Si 5.482 5.452 14.977 0.011 0.015 -0.006
Si 8.131 -8.163 14.998 -0.021 -0.011 -0.006
Si 5.433 -5.465 14.983 -0.01 -0.001 0
Si 8.144 -2.718 14.968 0.002 -0.008 -0.001
Si -5.449 0.025 14.953 -0.004 0.005 0.003
Si -2.76 2.736 14.913 -0.007 -0.009 0.003
Si -5.472 5.458 14.955 0.024 -0.013 0
Si -2.737 8.169 14.919 0.008 -0.002 0.001
Si -5.462 -5.436 14.95 0.008 0.017 -0.006
Si -2.735 -2.696 14.935 0.015 0 0
O -6.89 2.175 -1.069 0.274 0.423 -0.199
O -2.222 1.326 22.723 -0.287 0.089 0.054
O -4.32 -6.205 -1.302 0.043 0.354 -0.259
O 2.724 0.045 22.125 0.413 0.145 0.431
O 5.515 1.691 24.664 -0.255 -0.296 -0.142
O 2.96 -5.548 24.903 0.634 -0.133 0.059
O 5.349 8.137 22.292 -0.036 0.003 0.502
O -3.8 3.967 23.208 -0.284 -0.445 0.2
O 4.862 -4.024 -1.479 -0.15 0.148 -0.292
O 8.109 -0.031 22.099 -0.24 0.028 0.602
O -7.928 -5.084 25.251 0.074 -0.362 0.796
O 4.227 -3.199 22.902 -0.349 0.305 0.12
O 2.853 1.811 -3.883 -0.128 0.215 0.104
O 7.074 -6.551 23.38 0.397 -0.157 0.397
O 1.068 1.879 -6.024 0.181 -0.2 -0.296
O 4.445 2.159 22.43 -0.084 0.391 -0.275
O -6.562 6.907 -1.618 0.066 -0.135 -0.429
O -3.428 3.634 -4.097 -0.13 -0.219 0.518
O 0.856 -1.462 -1.485 -0.686 0.149 -0.14
O -1.18 3.113 -5.414 0.249 0.611 -0.057
O 2.803 -2.781 -0.447 -0.131 -0.159 -0.487
O -5.047 5.108 -0.422 0.006 -0.075 -0.454
O -8.054 5.457 22.362 -0.162 -0.061 0.432
O 0.391 0.55 -3.035 0.239 0.487 -0.335
O 7.479 1.106 -2.368 0.152 -0.193 0.034
O 8.147 -2.678 -0.514 -0.014 -0.14 -0.514
O 6.513 3.643 23.182 0.154 0.142 0.364
O -4.197 0.603 24.413 0.108 0.149 0.537
O -3.198 -1.116 22.761 0.2 -0.357 0.286
O -3.556 -0.956 -6.22 -0.327 -0.088 -0.469
O -5.711 4.729 -4.397 0.121 0.531 0.475
O 0.06 -2.852 25.19 -0.284 0.213 0.075
O 4.953 -1.562 -5.416 -0.372 0.269 0.248
O -0.313 7.779 22.171 -0.098 -0.123 0.354
O -4.78 -7.84 -6.695 -0.159 -0.361 0.352
O 2.83 -2.075 -6.982 0.206 0.383 -0.124
O 0.732 4.45 -1.149 0.056 0.044 -0.356
O 7.05 -0.459 -6.467 0.198 -0.278 -0.412
O -5.081 -5.248 -6.061 0.086 -0.02 -0.28
O 2.874 -0.944 25.71 -0.142 0.157 -0.449
O 3.615 -7.773 -3.123 0.343 0.389 -0.344
O -5.43 0.08 -0.403 0.045 -0.063 -0.314
O -5.347 -2.757 -5.234 -0.14 0 -0.041
O -1.961 1.686 -3.391 -0.465 -0.242 -0.218
O -3.728 -1.813 -1.171 0.04 -0.441 -0.126
O 2.304 -5.437 -3.124 -0.292 0.326 0.211
O -2.506 3.241 25.401 -0.022 -0.494 -0.491
O 1.988 4.373 22.73 0.039 0.059 0.229
O -2.858 -3.213 -3.275 -0.392 -0.11 -0.328
O 3.634 6.341 23.227 -0.09 0.323 0.466
O -0.017 2.744 22.134 0.031 0.101 0.433
O 6.821 6.802 -5.506 0.239 0.224 -0.056
O 6.274 -0.95 -1.371 -0.439 0.07 -0.169
O 5.104 -2.351 25.227 0.318 -0.216 0.154
O 0.758 -3.398 -6.226 0.183 -0.814 0.089
O -0.409 -3.777 -3.883 0.488 -0.282 -0.158
O -2.709 5.726 24.989 0.32 0.268 -0.087
O 7.433 -0.084 25.165 -0.14 0.054 -0.278
O -1.131 -3.475 22.927 -0.288 0.308 0.414
O -7.663 1.585 -6.236 -0.071 0.068 0.453
O 5.944 -5.721 25.681 -0.167 -0.294 -0.19
O -5.199 2.518 -5.795 0.113 -0.094 0.041
O -6.493 1.312 23.436 -0.051 0.524 0.137
O 0.158 3.568 25.965 0.064 -0.185 -0.586
O -4.849 -6.973 23.045 -0.069 0.058 0.238
O 7.227 -2.907 -5.577 -0.123 0.038 -0.451
O -7.534 3.857 26.164 -0.15 0.351 -0.443
O 1.267 -6.849 23.291 -0.18 -0.269 0.547
O 6.677 -5.379 -5.808 0.12 -0.628 0.165
O -5.747 2.003 25.9 0.088 -0.143 0.468
O -2.833 -5.398 22.271 0.095 -0.072 0.526
O 6.185 -6.199 -1.521 -0.105 -0.265 -0.216
O 3.266 -3.44 -4.69 -0.2 0.227 0.473
O 5.189 0.491 -3.492 0.115 0.151 -0.628
O 7.998 -7.843 -0.71 0.053 -0.293 0.066
O 0.528 0.062 25.926 -0.029 0.093 -0.363
O 3.209 -5.504 22.261 -0.048 -0.459 -0.296
O 2.96 5.508 -6.36 0.094 -0.554 -0.084
O 4.092 1.376 -1.472 0.59 0.091 -0.442
O 5.555 5.326 -0.336 0.17 0.079 -0.455
O 6.053 1.973 -6.685 -0.032 -0.201 0.162
O 0.1 -5.553 -0.307 0.132 -0.09 -0.138
O -2.961 3.021 -0.31 0.111 0.162 -0.181
O 5.6 6.709 -3.196 0.092 -0.249 0.316
O -2.706 8.142 -0.44 -0.028 0.117 -0.555
O -6.402 -7.528 25.288 -0.163 -0.012 -0.154
O -6.466 6.419 -6.894 -0.331 0.045 0.728
O -5.855 -0.091 -5.356 -0.419 -0.102 0.223
O 8.014 5.458 -3.603 0.071 -0.228 0.237
O -7.515 3.047 -3.465 0.277 -0.48 -0.105
O -7.707 4.298 -5.865 -0.463 -0.137 0.041
O 5.679 4.471 -6.033 -0.066 -0.112 0.539
O -1.793 -0.844 -2.661 0.185 -0.143 -0.372
O 2.502 2.82 -0.205 -0.177 0.109 -0.161
O -6.728 -4.385 23.146 -0.147 -0.765 0.163
O -0.958 -6.14 -5.577 0.577 0.018 0.091
O 1.723 4.012 -4.688 -0.306 -0.08 0.412
O -2.359 5.742 22.085 0.057 0.082 0.528
O 0.841 -1.664 22.979 -0.326 0.414 0.23
O 4.777 -3.781 -6.8 -0.313 0.204 -0.216
O 6.519 -4.056 23.735 0.276 0.002 -0.651
O 3.094 6.073 -3.818 -0.19 -0.048 0.155
O -5.129 -4.835 -3.463 0.281 -0.102 0.096
O -1.711 -0.159 24.706 0.519 -0.491 0.089
O 1.849 -7.268 -1.238 0.218 -0.463 -0.075
O -1.404 -3.82 -1.351 -0.164 0.413 -0.213
O -1.114 4.205 -3.004 -0.197 -0.065 0.147
O -4.217 -1.026 -3.632 -0.18 0.581 0.382
O 3.273 8.043 -6.622 -0.176 0.048 0.627
O -1.124 1.145 -1.012 0.339 -0.244 -0.097
O -6.13 7.104 23.295 0.139 -0.241 0.474
O 1.318 -4.198 23.352 0.02 0.201 -0.373
O -5.301 -2.579 22.107 -0.317 0.182 0.653
O 7.899 7.972 -3.321 -0.062 0.613 -0.54
O 2.851 -0.519 -2.827 0.209 -0.556 0.048
O -7.274 -4.586 -4.869 -0.083 -0.299 0.115
O -1.318 8.004 -4.136 -0.401 -0.363 -0.063
O 3.683 6.701 -1.367 -0.472 0.068 -0.134
O 0.802 6.492 -5.168 -0.224 0 -0.581
O 3.597 2.717 -6.131 -0.216 -0.013 -0.196
O -1.262 0.557 -6.13 0.364 -0.051 0.203
O -4.043 7.89 24.989 0.29 0.273 0.036
O -4.964 4.445 25.436 -0.247 0.436 0.063
O -1.28 -1.971 -5.662 -0.527 -0.356 -0.019
O 6.261 -1.564 23.012 -0.137 0.246 0.444
O -6.561 -6.838 -2.439 -0.022 -0.129 -0.206
O 1.086 -7.609 -3.753 -0.199 0.292 -0.27
O -6.389 -0.432 25.574 0.293 -0.142 0.182
O -6.366 -4.498 -1.227 0.124 0.361 -0.016
O 4.772 -5.397 -3.725 0.171 -0.333 -0.28
O 0.974 -1.658 -4.238 0.235 0.101 -0.299
O 2.975 -5.868 -5.634 -0.453 -0.08 -0.168
O -1.788 -5.795 -3.083 0.083 -0.212 0.409
O 0.289 6.461 -2.692 0.307 0.165 0.172
O 4.141 3.959 24.271 0.193 0.102 0.485
O -3.368 -6.855 -4.839 -0.381 -0.292 0.449
O 2.092 5.272 25.15 -0.144 0.373 0.108
O 7.136 -1.043 -3.87 0.658 -0.322 -0.016
O 6.98 -4.339 -3.283 0.305 0.029 0.45
O -7.585 -2.513 24.776 -0.196 0.032 -0.368
O 7.198 3.536 -1.371 -0.389 0.076 -0.662
O -3.811 4.779 -6.362 -0.112 0.054 0.113
O -1.501 5.87 -0.992 -0.282 -0.185 -0.286
O -5.499 -4.065 25.557 0.143 0.317 -0.109

Results
total energy: -101654.529 eV
total energy less fixed offsets of O -438.25, Si -107.07 eV per atom: -1.329 eV
